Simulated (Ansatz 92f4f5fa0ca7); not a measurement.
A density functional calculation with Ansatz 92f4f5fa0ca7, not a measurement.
Periodic cell of 186 atoms, Si104O82, from a study of silicon, its oxide and their interface. The atomic structure is a simulated model.

Settings: functional r2SCAN; potential files Ansatz norm-conserving; basis plane waves; wave-function cutoff 1300 eV; density cutoff ratio 4; exchange-correlation grid ratio 1; k mesh 2 x 2 x 1, shifted by 0.5 0.5 0.5 of a step; self-consistency stop 5e-08 eV per atom in the density residual; occupations Fermi-Dirac, 0.05 eV; spin none; net charge 0.

Cell vectors (angstrom)
a  11.5403  0  0
b  0  11.5403  0
c  -0.4999  2.3035  24.2764

Atoms and the computed forces on them: element, x, y, z (angstrom), force x, y, z (eV/angstrom)
Si  0.2166  1.7874  0.8433  -0.078  -0.1631  -0.4976
Si  0.1099  7.1796  0.8119  0.0659  0.2554  -0.5387
Si  0.2327  10.2364  1.2552  0.1434  -0.0767  -0.6525
Si  4.2532  1.708  0.5828  0.1893  -0.2842  -0.4427
Si  4.1089  7.1769  0.9997  -0.3385  0.2788  -0.5905
Si  4.0371  10.2662  1.4543  -0.3454  -0.1817  -0.6379
Si  8.2151  2.336  0.9944  0.3374  -0.2886  -0.0676
Si  8.1382  6.6735  0.9541  -0.2985  -0.2046  -0.6962
Si  7.8954  10.7011  1.2327  0.0349  0.3084  -0.3774
Si  2.2764  2.4037  1.9116  -0.1737  -0.2168  -0.0386
Si  2.107  6.5324  2.0791  -0.0936  0.0922  -0.0394
Si  2.0939  10.324  2.6345  -0.055  0.1279  -0.2538
Si  6.0415  2.5745  2.0251  0.0641  0.038  -0.292
Si  6.0655  6.5472  2.2179  0.1669  0.1861  -0.1854
Si  6.0333  10.2788  2.5688  0.1536  0.0765  -0.2878
Si  10.0823  2.5975  2.3732  -0.019  0.0012  -0.1659
Si  9.9489  6.7194  2.3991  0.1959  -0.0881  0.0758
Si  9.8443  10.2408  2.4873  -0.1609  0.0734  -0.2673
Si  2.1837  4.4505  3.3177  0.0493  0.0637  -0.3005
Si  2.1411  8.3202  3.7362  0.0623  -0.1671  0.1894
Si  2.1985  12.3275  3.7218  -0.0228  0.0081  0.2547
Si  5.9949  4.5193  3.4494  -0.0293  -0.2861  0.0017
Si  6.0925  8.3374  3.7709  0.0982  -0.0501  0.2805
Si  6.0652  12.3328  3.6677  0.0703  0.2098  0.5279
Si  10.0219  4.629  3.5687  -0.0718  -0.1585  -0.1515
Si  9.8751  8.4518  3.9092  0.0071  0.1789  0.1519
Si  9.9389  12.2179  3.7453  -0.2067  0.0411  0.5244
Si  0.3928  4.5145  4.9017  -0.0183  0.1254  0.1325
Si  0.2937  8.4629  5.1743  0.0738  -0.1792  -0.0564
Si  0.3091  12.2161  5.1346  -0.1198  0.1874  -0.1764
Si  4.0498  4.4948  4.8231  0.0398  0.0509  0.0668
Si  4.1078  8.3958  5.0519  -0.0646  -0.0965  0.0298
Si  4.1345  12.2839  5.0704  0.0349  -0.0015  -0.1518
Si  7.9943  4.5213  4.8335  0.0112  -0.0132  -0.0922
Si  7.9423  8.4395  5.1839  -0.0279  -0.1189  -0.0858
Si  7.9844  12.2722  5.0881  0.0527  -0.1122  -0.3031
Si  0.3403  2.636  6.3719  -0.1711  -0.163  0.0021
Si  0.3014  6.4377  6.2864  0.0411  -0.0375  0.0784
Si  0.3404  10.3509  6.6053  0.0754  0.1022  0.1541
Si  4.0394  2.664  6.3889  0.0451  -0.0658  0.058
Si  4.0802  6.4014  6.2464  0.0095  0.0035  -0.0152
Si  4.1472  10.3452  6.4651  -0.0661  0.0409  -0.0929
Si  8.0871  2.6797  6.3507  -0.0339  -0.1466  0.0473
Si  7.9533  6.4011  6.2687  0.0073  0.1629  0.0821
Si  7.8961  10.3721  6.5173  0.1214  0.1543  -0.0324
Si  2.1141  2.5486  7.8933  0.0196  -0.0622  0.0256
Si  2.1942  6.4734  7.6351  0.011  0.1277  -0.2434
Si  2.3356  10.389  7.9847  -0.0968  0.0241  0.0786
Si  6.0821  2.6273  7.5592  0.0852  0.005  -0.3233
Si  6.0133  6.4587  7.5768  -0.02  -0.0396  -0.2719
Si  6.0051  10.3178  7.9417  0.0586  0.0269  0.2376
Si  10.0382  2.6452  7.8015  -0.0258  -0.0668  0.029
Si  9.888  6.4113  7.59  -0.0484  -0.0673  -0.3205
Si  9.8269  10.3754  7.8574  -0.0851  0.0292  -0.0152
Si  2.0252  4.6157  8.978  -0.3204  0.1056  0.1983
Si  2.2879  8.313  9.1203  0.2298  -0.0799  0.1263
Si  2.2513  12.2433  9.5941  0.0987  -0.0983  0.107
Si  6.0949  4.5318  8.8167  -0.0198  -0.0592  0.1144
Si  5.9862  8.2032  9.1573  -0.0972  -0.0517  0.0099
Si  6.0777  12.4336  9.1173  -0.0818  -0.0193  0.0321
Si  9.9247  4.6267  9.0618  0.3077  0.0531  0.2479
Si  9.813  8.2895  8.9665  -0.1681  -0.0623  0.1981
Si  9.9798  12.2781  9.2992  -0.0188  -0.0488  0.1138
Si  11.7576  5.2854  10.4429  -0.0069  -0.0136  0.5818
Si  11.7757  8.3575  10.1966  -0.0029  0.0725  0.6383
Si  11.7413  11.5047  10.8717  -0.1635  -0.1462  0.2066
Si  4.0914  4.531  9.9013  -0.0228  0.1092  1.1262
Si  4.1132  7.5917  10.5447  -0.1922  -0.428  0.7076
Si  4.3835  13.0883  10.6517  0.0557  0.5374  0.4464
Si  7.9346  4.5197  10.2306  -0.0036  -0.0061  0.7024
Si  7.9389  7.7006  10.3563  0.0217  -0.1299  0.3737
Si  7.9766  12.8318  10.4617  0.1341  0.1994  0.2927
Si  8.5182  4.1854  14.5567  -0.1297  0.0844  0.2712
Si  3.5272  14.5883  19.2901  0.1  0.0203  -0.0779
Si  6.4957  10.8761  14.8586  -0.0054  0.0363  0.4485
Si  1.3451  6.2653  14.9849  0.024  0.0771  0.0911
Si  11.3244  4.1184  13.3271  -0.0893  0.0808  0.2923
Si  8.5663  6.9595  16.0406  -0.0054  0.0238  0.0786
Si  13.5675  5.2925  17.7332  -0.0526  -0.0099  -0.0123
Si  5.5823  4.5894  14.365  -0.0676  -0.0252  0.064
Si  4.9008  13.1513  13.6759  -0.112  0.0779  0.3726
Si  12.0038  10.2671  18.7425  -0.1733  -0.0307  -0.0524
Si  7.9174  10.2243  12.411  0.0034  0.0092  -0.1193
Si  9.674  13.5906  16.073  -0.2431  -0.0433  0.073
Si  9.1015  3.2716  20.2224  -0.0879  -0.1701  -0.0719
Si  11.5759  12.7308  13.8955  -0.0515  0.014  0.3458
Si  2.732  11.9521  17.9601  0.1132  0.0124  -0.13
Si  10.2663  1.0777  18.8639  -0.222  -0.1971  0.0931
Si  3.9503  7.0954  13.5266  0.0231  -0.1377  0.1601
Si  4.1077  9.2417  15.6076  0.0811  0.1595  0.0241
Si  7.391  10.0493  22.4562  -0.0102  -0.1365  -0.3012
Si  11.0571  3.5643  18.0574  -0.1041  0.2367  -0.0374
Si  3.092  9.8785  19.9702  0.0606  -0.0202  0.0289
Si  3.5612  7.68  18.1714  0.0345  0.1158  0.0455
Si  6.0238  5.8817  17.2396  0.0607  -0.0515  0.0576
Si  11.0531  8.333  16.5771  0.0678  0.06  0.0774
Si  9.0565  9.6565  14.9019  -0.0044  -0.0003  0.2626
Si  9.5517  5.0577  22.8022  -0.0376  -0.1431  -0.1591
Si  2.6602  11.6848  15.0022  0.0736  -0.0759  0.0615
Si  4.5417  3.6125  21.8805  -0.0567  0.1639  -0.2592
Si  6.2005  12.4998  22.6961  0.0727  -0.1379  -0.1727
Si  6.1694  3.9657  19.6488  0.11  -0.0237  -0.1178
Si  9.3065  8.0136  23.0528  -0.0147  0.1988  -0.0816
Si  4.6077  9.9748  22.6229  0.0555  -0.1299  -0.3489
O  4.7917  6.7302  17.8102  -0.1152  0.0309  -0.0425
O  3.2643  3.2337  20.903  0.3856  0.0653  -0.1156
O  10.8979  4.8596  23.7003  -0.059  -0.1999  0.3105
O  3.7609  8.7885  0.751  0.5651  -0.227  0.437
O  7.2201  11.5453  21.7823  -0.2714  -0.0781  0.5551
O  9.5629  6.6114  22.2857  -0.0494  -0.0319  0.2977
O  8.1933  4.7727  23.678  -0.0944  0.0399  0.4075
O  3.9013  9.0031  23.7166  0.0897  0.2829  0.3787
O  12.0465  14.283  13.7875  -0.1658  -0.0576  -0.1543
O  5.0453  11.4511  23.1833  0.1458  -0.0471  -0.1431
O  8.3656  14.4162  15.54  0.3723  0.1052  -0.1752
O  7.9225  6.1122  10.9783  0.036  -0.1061  -0.6128
O  4.1256  11.5854  0.4459  0.0995  0.4209  0.304
O  9.6224  4.0298  21.5488  -0.1093  0.1998  0.2411
O  8.6712  9.1403  22.0169  -0.0214  -0.186  0.4903
O  8.1436  12.2973  1.4075  -0.1113  -0.0714  -0.4738
O  5.4591  2.2668  22.0964  -0.037  -0.0135  0.1196
O  12.1145  4.7559  18.1809  0.111  -0.1663  -0.1119
O  5.1332  12.7799  12.1073  -0.2317  0.0328  -0.3367
O  11.6423  8.9155  17.9542  0.0319  0.1341  -0.0816
O  5.1358  2.8268  19.0883  -0.2197  0.3062  0.1736
O  2.3895  6.7741  13.8599  0.1424  0.007  0.0137
O  7.9727  10.7172  15.5531  0.0011  -0.2206  -0.4
O  6.6016  10.1731  13.3859  0.2785  0.1143  -0.0503
O  4.8596  3.167  14.114  0.1794  -0.0632  -0.1979
O  11.7184  4.3438  11.7805  0.0035  0.2309  -0.0525
O  0.2351  5.3564  14.2591  0.0764  -0.1041  -0.167
O  4.8155  5.7235  13.5073  -0.0382  0.0786  0.0593
O  4.1068  14.7246  10.8694  0.0512  -0.5204  -0.4367
O  3.4021  12.5928  13.9121  0.1068  -0.0966  0.022
O  9.8314  7.3414  16.9863  0.0166  0.1137  -0.3188
O  9.708  3.9628  13.4815  0.0964  -0.0045  -0.0792
O  3.7425  8.4413  19.5848  -0.2171  0.2349  -0.1661
O  10.7313  14.7885  16.4885  -0.0599  -0.2195  0.1918
O  5.4417  10.1342  15.8437  -0.0833  -0.0486  -0.3227
O  8.8623  5.5113  15.4169  -0.1223  -0.0853  -0.1088
O  3.5526  10.2542  21.4483  0.1529  -0.0863  0.0428
O  3.6389  10.9752  18.89  -0.3798  -0.0746  0.0841
O  7.1053  4.4376  13.8158  0.0309  0.0058  0.0296
O  11.7442  6.876  11.0202  0.0881  -0.2708  -0.6498
O  2.6833  13.3632  18.7151  0.066  -0.0102  0.0431
O  6.011  12.41  14.624  -0.1525  -0.1116  -0.3583
O  7.8683  8.9174  11.4673  0.1009  -0.176  0.0623
O  7.1586  12.9635  23.897  -0.0957  -0.1421  0.3094
O  5.6041  4.9805  15.9533  0.0721  0.0701  -0.1441
O  10.6791  11.0895  19.2112  0.2889  0.1402  -0.1977
O  7.9618  11.6536  11.6386  -0.0343  0.1856  -0.0562
O  7.9227  14.464  10.9702  0.0777  0.2757  -0.5237
O  4.0636  7.9888  12.1663  0.0539  -0.0817  -0.5104
O  11.5237  2.1264  18.6877  -0.2873  0.0729  -0.115
O  9.2526  10.0957  13.3515  -0.3025  -0.0134  -0.0172
O  10.4618  9.5955  15.7102  -0.2354  -0.1943  -0.0617
O  11.4536  12.1285  12.3848  0.1376  -0.1745  -0.3108
O  6.5627  4.9687  18.4559  -0.2283  -0.0395  0.0814
O  5.4474  4.6457  20.9613  -0.1264  -0.4277  0.009
O  3.42  8.7992  17.0021  0.0591  -0.1554  -0.0127
O  7.5076  3.2784  20.1721  0.0227  0.1327  -0.0034
O  3.155  15.8864  18.3875  -0.1251  -0.0885  0.1177
O  2.1362  5.3704  16.1079  -0.1548  0.1484  0.0574
O  0.6282  7.538  15.7092  -0.0131  -0.1859  -0.0229
O  4.5554  7.9505  14.7628  -0.1652  -0.0108  -0.1297
O  4.5541  2.0542  -1.032  -0.063  -0.2188  0.4973
O  11.7409  9.8222  11.0629  0.0064  0.2694  -0.5104
O  9.4182  1.1618  17.4343  0.3915  0.248  0.0371
O  12.9925  9.8722  19.9701  0.2826  0.0809  -0.2993
O  12.8065  11.2859  17.7646  0.1086  -0.0622  0.2352
O  8.1803  7.7178  24.2358  -0.0731  0.5374  0.228
O  12.6259  11.8871  14.7866  0.0437  0.1074  -0.1868
O  3.0011  10.108  14.792  0.1379  0.1395  0.168
O  7.514  10.2141  24.1101  0.0575  -0.3912  0.2713
O  4.1206  5.9459  10.7516  0.0415  0.4174  -0.27
O  0.2563  8.8029  0.3572  -0.0907  -0.3232  0.6152
O  -0.3565  6.3026  -0.5365  -0.1532  0.209  0.3063
O  10.2136  12.7057  14.8147  0.2456  0.0954  -0.171
O  5.9925  9.2515  22.1123  0.0342  0.4428  0.3476
O  9.4649  1.6744  20.1514  0.1665  0.3094  -0.3074
O  0.1863  0.1484  0.418  0.0387  0.4446  0.4893
O  8.4352  8.1342  14.918  0.1885  0.137  0.1397
O  9.7274  4.0072  18.8995  0.1699  -0.264  0.0816
O  3.2565  12.158  16.4474  -0.211  -0.1531  -0.0202
O  7.1942  6.9326  16.8812  0.0363  -0.1677  -0.1578
O  2.2146  6.7914  18.3076  0.1825  -0.1026  -0.1697

Results
free energy: -50299.251 eV
free energy less fixed offsets of O -463.61, Si -117.95 eV per atom: -16.431 eV
pressure: -1.62 GPa
stress xx, yy, zz, yz, xz, xy (GPa, positive in tension): -0.06, 3.11, 1.81, -0.01, -0.04, -0.34
